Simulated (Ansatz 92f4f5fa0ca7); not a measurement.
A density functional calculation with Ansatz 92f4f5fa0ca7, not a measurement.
Periodic cell of 184 atoms, Si120O64, from a study of silicon, its oxide and their interface. The atomic structure is a simulated model.
This geometry differs little from another in the collection (a relaxation step or a small displacement).

Settings: functional r2SCAN; potential files Ansatz PAW; basis plane waves; wave-function cutoff 800 eV; density cutoff ratio 5; exchange-correlation grid ratio 1; k mesh 1 x 1 x 1, shifted by 0.5 0.5 0 of a step; self-consistency stop 1e-10 eV per atom in the density residual; occupations fixed; spin none; net charge 0.

Cell vectors (angstrom)
a 10.887 0 0
b 0 10.887 0
c 0 0 27.2197

Atoms and the computed forces on them: element, x, y, z (angstrom), force x, y, z (eV/angstrom)
Si 1.5328 -4.1473 1.4196 0.001 0.0008 -0.0017
Si 7.6791 2.6036 -4.1022 0.0005 -0.0012 0.0024
Si 0.4501 6.859 -4.1231 0.001 -0.0004 0.0025
Si 0.0622 8.2034 2.5752 -0.0004 -0.0001 -0.0001
Si 10.3705 -13.2978 -8.6654 -0.0004 0.0001 -0.0025
Si 6.8546 -4.2181 1.3154 0.0006 0.0001 0.0012
Si 10.6428 11.1494 -0.2473 0.0003 0.0003 -0.0006
Si 4.2662 12.1765 -2.1218 0.0002 -0.0008 0.0013
Si 1.3177 1.2093 1.3406 0 -0.001 0.0004
Si 9.6017 5.8124 -1.9291 0.0006 -0.0009 0.0021
Si 2.9067 5.4138 2.7393 -0.0001 0.0001 -0.0006
Si 5.6236 8.2042 2.7018 0.0016 -0.0008 -0.0002
Si 11.3318 5.0151 0.2462 -0.0015 0.001 0
Si 8.2853 5.4944 2.7776 -0.0004 0.0002 -0.0002
Si 13.9899 7.9265 -1.1062 0.0021 -0.0009 0.0026
Si 13.4106 13.5876 0.0918 -0.0006 0.0007 -0.0005
Si -1.3739 3.9757 1.4849 0.001 0.0012 -0.0019
Si 2.8867 0.0321 2.639 0.0001 -0.0003 0.0007
Si -1.3924 9.4846 1.0952 0.0007 0.0005 0.0002
Si 4.1528 3.9195 1.3456 -0.0006 0.0001 0.0008
Si 8.8079 2.6798 -1.3724 0.0006 -0.0002 0.0022
Si 8.2865 -0.1273 2.759 0.0005 -0.0002 0.0001
Si 5.4076 13.6174 2.9579 0.0009 0.0005 -0.0001
Si 10.9371 2.6238 2.7648 -0.0001 0.0011 0
Si 1.4289 4.0746 4.0614 0.0009 -0.0003 0.0002
Si 4.0329 1.3716 4.2309 -0.0011 0.0002 0.0005
Si 1.4762 9.5156 3.9524 -0.0006 0.0004 0.0004
Si 4.2056 6.8525 4.0471 0.0008 -0.0013 -0.0002
Si 6.879 4.1414 4.1154 -0.0005 -0.0004 0.0001
Si 9.5937 1.295 4.0992 0.0003 -0.0011 0.0002
Si 6.9493 9.4537 4.1808 -0.0017 0.0006 -0.0012
Si 9.6226 6.8838 4.0853 0.0004 0.0003 0.0002
Si 0.1067 -0.0306 5.3987 0.0008 -0.0008 0.0004
Si 2.7006 2.7554 5.5475 0.0001 -0.0008 0.0009
Si 0.0417 5.438 5.4166 0.0004 0.0007 0.0001
Si 2.7559 8.1464 5.3679 0.0001 0.0011 -0.0002
Si 5.4777 -0.0442 5.4613 0 0.0004 -0.0001
Si 8.1989 2.6827 5.3995 -0.0004 0.0009 -0.0001
Si 5.5077 5.4951 5.4519 -0.0009 -0.0008 0.0002
Si 8.2668 8.142 5.5578 0.0007 -0.0004 0.0005
Si 1.3409 1.3435 6.8438 0.0008 0.0008 0.0008
Si 4.1171 4.1473 6.8191 -0.0007 0.0005 0.0003
Si 1.3955 6.8267 6.7586 -0.0003 -0.0004 0
Si 4.0669 9.489 6.7928 0.0004 -0.0002 0.0002
Si 6.8267 1.3834 6.7794 -0.0001 -0.0003 -0.0002
Si 9.5314 4.0439 6.767 0.0009 0.0004 -0.0003
Si 6.8127 6.8025 6.8623 0.0007 0.0008 0.0001
Si 9.615 9.5747 6.8171 0.0003 0.0003 0.0002
Si -0.0473 2.6827 8.188 -0.0002 0.0009 -0.0003
Si 2.7187 -0.0221 8.1686 0.0005 -0.0004 -0.0003
Si 0.0714 8.2113 8.1422 0.0013 -0.0003 0
Si 2.7222 5.5012 8.1626 0.0013 0.0007 0
Si 5.4761 2.7509 8.1434 0.0003 -0.0002 -0.0002
Si 8.1777 0.0327 8.1401 0.0001 0.0001 -0.0002
Si 5.3762 8.1323 8.1995 -0.0005 0.0005 -0.0002
Si 8.1375 5.3695 8.1344 0.0003 -0.0003 -0.0001
Si 1.3387 4.1081 9.4371 0.0007 0.0005 0.0005
Si 4.0951 1.3749 9.4399 0.0005 0.0007 0.0005
Si 1.3819 9.5398 9.6106 0.0005 0.0003 0.0001
Si 3.9886 6.8278 9.6531 0.0011 0.0001 0.0003
Si 6.7703 4.0846 9.5947 -0.0012 0.0004 0.001
Si 9.4773 1.3412 9.6054 0.0002 -0.0003 0.0008
Si 6.7323 9.5823 9.4226 0.0003 -0.0002 -0.0002
Si 9.5002 6.8251 9.3177 0.0002 0 0.0005
Si -0.0212 -0.0211 10.976 -0.0003 -0.0003 0.0012
Si 2.7555 2.7684 10.7437 -0.0001 -0.0009 -0.0005
Si -0.083 5.506 10.6806 -0.0002 -0.0003 0.0004
Si 2.6449 8.2066 11.1096 0.0003 -0.0017 0.0011
Si 5.3666 0.0006 10.844 -0.0001 0.0004 0.0012
Si 8.0796 2.679 10.9718 0.0005 0.0003 0.0009
Si 5.3552 5.4326 10.978 0.0004 0.0006 0.0012
Si 8.1027 8.1561 10.6117 0.0001 0.0015 0.0008
Si -1.6303 0.2027 14.9702 0.0007 -0.001 -0.0019
Si -0.302 2.8194 15.1716 -0.002 0.0009 0
Si 1.1061 6.7626 12.2587 0.0007 0.001 -0.0007
Si 1.3393 11.2681 15.4356 -0.0005 -0.0005 -0.0028
Si 6.6683 1.2863 12.301 -0.0007 0.0018 0.0009
Si 9.4528 4.2111 12.083 0.0004 0.0002 -0.0013
Si 6.7257 6.979 12.0855 0.0012 0.0019 -0.0011
Si 10.0581 7.5226 13.5103 0.0013 0.0004 -0.0013
Si -1.4956 -1.5343 12.1211 0.001 0.0006 0.0004
Si 3.0044 0.5794 13.6641 0.0001 0.0004 0.0024
Si -3.1659 10.3631 13.3732 0.0001 0.0002 0.0005
Si 8.2816 5.8355 13.3272 0.001 -0.0002 -0.0003
Si 4.9489 2.2277 13.686 0.0001 -0.0009 0.0004
Si 9.0595 5.3069 16.4872 -0.0062 -0.0022 -0.0016
Si 2.161 5.0272 13.4419 -0.0002 0.0004 0.001
Si 5.9348 8.7021 13.5704 -0.0005 -0.0004 0.0016
Si 4.0482 -1.2204 12.4403 -0.0002 -0.0007 -0.0008
Si 8.1906 1.2629 17.3653 -0.0005 -0.0011 -0.0038
Si 5.47 4.1003 24.4167 -0.0002 -0.0004 0.0017
Si 1.4155 1.4898 12.1486 0.0002 -0.0005 0.0004
Si 1.6476 -0.4548 18.3923 0.0012 0.0004 -0.0012
Si 5.9837 -7.8299 15.7348 0.0008 0.0023 -0.0031
Si 12.7603 4.51 18.3997 0.0016 -0.0004 -0.0023
Si 4.0052 4.0065 12.3428 0.0015 0.001 -0.0003
Si 9.406 3.8706 20.9236 -0.0011 -0.0037 0.0019
Si 21.3496 7.2466 15.8294 -0.0018 0.001 0.0008
Si 3.4143 -4.6777 23.7134 0.0004 0.0002 0.002
Si 7.3356 4.9787 19.1069 -0.0034 0.0015 -0.0036
Si 7.5302 -7.9438 27.7051 0 -0.0003 0.0018
Si 7.8892 20.9819 19.4132 -0.0015 0.0008 0.0004
Si -4.8862 15.648 27.3656 -0.001 0.0015 -0.001
Si -9.8062 9.6257 24.4958 -0.0001 -0.0004 0.0015
Si -10.9693 13.0026 18.8141 -0.0003 -0.0021 -0.0017
Si 11.3626 14.2877 13.1507 0.0002 -0.0012 0.0013
Si 8.0325 -13.7571 27.0193 -0.001 0.0001 -0.0016
Si 4.6245 3.4544 18.3472 -0.0012 -0.0011 -0.0032
Si 6.6044 1.1417 28.9963 -0.0005 0.0005 -0.0004
Si 6.4127 10.8635 21.7328 0.0002 0.0008 0.0018
Si -4.9471 7.6992 19.1603 -0.0012 0.0005 -0.0011
Si 5.4826 42.3491 26.63 0.002 0.0017 0
Si -14.7626 5.2554 15.339 -0.0003 -0.0014 0.0037
Si 2.3161 -4.9697 15.6287 0.0008 0.002 -0.0026
Si 2.8197 10.9738 22.5629 -0.0003 -0.0001 0.0014
Si 4.629 19.4624 21.9451 -0.0012 0.0001 0.0014
Si 10.6963 5.9525 20.2764 0.0016 0.0051 -0.0004
Si 5.3652 -3.9535 16.0954 -0.0001 -0.0004 -0.0047
Si 14.7577 0.8173 20.015 0.0003 -0.0001 0.0004
Si 4.938 10.2137 28.8053 0.0009 0.001 -0.0024
O 4.317 7.3068 -4.3064 0.001 0.0004 -0.0003
O -7.5846 -1.3719 -5.2036 -0.0002 0.0006 -0.0002
O 10.8298 -0.3165 -12.3609 -0.0007 0.0012 0.0012
O 10.0345 25.8311 -11.1627 0.0017 -0.0035 -0.0043
O -0.8313 7.0337 -8.0004 0.0017 -0.0011 0.0038
O -13.8561 15.0168 -6.8882 0.0007 -0.0028 0.0075
O 19.8786 -7.6896 -4.8623 0.0012 0.0003 -0.0014
O 3.1726 -4.3264 -1.9455 0 0.0007 -0.0008
O 1.1541 -5.4352 -7.7244 -0.0033 0.0006 0.0009
O 7.0874 13.0337 -10.6561 0.0033 -0.0026 0.0012
O 24.8029 12.6487 -1.1753 0.0004 -0.0001 0.0002
O 2.834 -9.81 -5.9554 -0.0001 0.0001 -0.0006
O 15.5286 -13.4128 -0.9662 -0.0017 -0.0002 -0.0002
O 15.0975 15.684 -3.5563 0.0001 0.0002 -0.0001
O 3.1195 -0.2416 -8.1798 -0.0004 0.0002 0.0006
O 28.8109 30.9749 26.4159 0.0009 -0.0001 0.0003
O 10.9252 16.8532 26.1999 0.0005 -0.0003 -0.0001
O 27.0263 0.2565 20.6311 0.0004 -0.0002 0.0005
O 21.1123 2.6567 20.2185 -0.0007 0.0019 0.0004
O -21.6371 17.8168 21.5248 -0.0001 -0.0007 -0.0017
O -20.5497 7.1263 15.774 0.0011 -0.0022 0.0007
O -2.657 12.8744 24.5077 -0.0002 0.0017 -0.0027
O 5.86 4.9941 25.7212 0.0009 -0.0005 -0.0004
O -3.1385 -0.5455 20.9959 0.0005 -0.0006 -0.0007
O 12.7105 -0.3801 16.7786 -0.0003 -0.0003 0.0017
O 31.3005 -8.8031 17.8016 0.0004 -0.0008 0.0014
O 6.8462 -1.893 18.883 0.0007 0.0006 -0.0001
O 28.4658 3.8834 23.3737 0.0005 -0.0007 0
O -10.0318 23.6642 15.8897 -0.0008 0.0002 -0.0006
O 16.7206 20.4274 22.5269 0.0002 0.0008 -0.001
O 5.1739 10.9857 25.7052 -0.0006 -0.0011 0.0015
O -2.3239 -5.8277 18.0433 0.0069 -0.0005 0.0054
O -19.4 18.5584 27.5314 0.0004 0.0003 -0.0013
O 3.7963 22.5534 23.6461 -0.0003 0 -0.0009
O -1.7402 -17.5221 25.4227 -0.0006 0 -0.0018
O -33.4518 -15.7254 23.7674 0.0003 0.0006 -0.0009
O 12.7864 27.889 23.1437 -0.0004 0.0004 -0.0015
O 4.3201 23.8778 19.1642 -0.0008 0.0025 -0.001
O -18.3358 -6.4398 18.7979 0.0007 -0.001 -0.0008
O -11.6625 -2.5121 16.9528 -0.0002 -0.0007 0.001
O 16.9322 -6.7325 18.6209 -0.0013 0.0001 0.0008
O -11.7746 1.6707 26.385 0.0002 -0.0001 -0.0002
O 9.3211 1.8358 14.8039 0.0018 0.0004 0.003
O -3.342 11.5075 18.6931 0.0008 -0.0023 0.0014
O 1.0127 8.9903 18.795 -0.0001 -0.0003 0.0003
O -17.9313 6.4482 15.7779 0.001 0.0004 0.0012
O 15.8307 18.9235 20.4217 0.0004 0 -0.0005
O 6.8669 28.2169 19.594 -0.002 0.002 -0.0018
O 12.007 3.094 18.3872 -0.0002 0.0023 0.0008
O -20.3568 10.7164 23.3343 0.0012 0.0007 -0.0007
O 0.6029 0.6636 18.9243 -0.0007 0.001 0.0003
O -5.728 24.3859 24.9497 0.0001 0.0006 -0.0008
O -20.2965 -6.9998 26.8377 0.0023 -0.0016 0.0008
O -4.0665 12.2472 22.4754 0.0002 -0.0012 -0.0003
O 8.5789 6.9848 25.8215 0.0008 0.0003 0.0007
O 11.3275 8.3216 23.7896 -0.0001 -0.0004 -0.0007
O -5.5734 29.0991 17.694 0.0004 0.0007 0.0023
O -5.2058 -2.6555 15.1452 -0.0012 -0.0008 0.0022
O 8.6702 -10.8944 16.4725 -0.0001 0.0038 0.0023
O -17.1018 14.0735 16.7383 -0.0012 -0.0003 0.0031
O 31.16 -1.2878 19.1437 -0.001 0 0.0004
O 0.1472 21.1859 25.622 0.0007 0 -0.0005
O 13.306 9.1331 25.2694 -0.0006 0.0006 -0.0019
O 12.7616 4.9695 16.8592 0.0002 -0.001 0.0024

Results
free energy: -113253.118 eV
free energy less fixed offsets of O -570.45, Si -639.56 eV per atom: 2.882 eV

The program warned: the cutoff lies below the one the program advises for these potential files; the forces do not sum to zero within the program's tolerance; empty levels may hold ghost states of the PAW files; the exchange-correlation potential is rough where the density is thin.
